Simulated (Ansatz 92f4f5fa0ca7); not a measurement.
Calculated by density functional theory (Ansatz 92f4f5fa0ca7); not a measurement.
Periodic cell of 357 atoms, Si241O116, from a study of silicon, its oxide and their interface. The atomic structure is a simulated model.
Doubt: the cutoff is far below the 930 eV that the study's wrapper takes by default for these files, so forces and energies are approximate.
This geometry differs little from another in the collection (a relaxation step or a small displacement).

Settings
functional: PBE
potential files: Ansatz PAW
basis: plane waves
wave-function cutoff: 580 eV
density cutoff ratio: 5
exchange-correlation grid ratio: 1
k mesh: 1 x 1 x 1, Gamma-centred
self-consistency stop: 5e-08 eV per atom in the density residual
occupations: fixed
spin: none
net charge: 0

Cell vectors (angstrom)
a	11.6015	0	0
b	0	13.3963	0
c	0	0	40.6471

Atoms: element, x, y, z (angstrom)
Si	0	2.2327	1.1851
Si	3.8672	2.2327	1.1851
Si	7.7343	2.2327	1.1851
Si	1.9336	5.5818	1.1851
Si	5.8008	5.5818	1.1851
Si	9.6679	5.5818	1.1851
Si	0	8.9308	1.1851
Si	3.8672	8.9308	1.1851
Si	7.7343	8.9308	1.1851
Si	1.9336	12.2799	1.1851
Si	5.8008	12.2799	1.1851
Si	9.6679	12.2799	1.1851
Si	1.9336	1.1164	1.9745
Si	5.8008	1.1164	1.9745
Si	9.6679	1.1164	1.9745
Si	0	4.4654	1.9745
Si	3.8672	4.4654	1.9745
Si	7.7343	4.4654	1.9745
Si	1.9336	7.8145	1.9745
Si	5.8008	7.8145	1.9745
Si	9.6679	7.8145	1.9745
Si	0	11.1635	1.9745
Si	3.8672	11.1635	1.9745
Si	7.7343	11.1635	1.9745
Si	1.9336	1.1164	4.3426
Si	5.8008	1.1164	4.3426
Si	9.6679	1.1164	4.3426
Si	0	4.4654	4.3426
Si	3.8672	4.4654	4.3426
Si	7.7343	4.4654	4.3426
Si	1.9336	7.8145	4.3426
Si	5.8008	7.8145	4.3426
Si	9.6679	7.8145	4.3426
Si	0	11.1635	4.3426
Si	3.8672	11.1635	4.3426
Si	7.7343	11.1635	4.3426
Si	0	0	36.3065
Si	3.8672	0	36.3065
Si	7.7343	0	36.3065
Si	1.9336	3.3491	36.3065
Si	5.8008	3.3491	36.3065
Si	9.6679	3.3491	36.3065
Si	0	6.6981	36.3065
Si	3.8672	6.6981	36.3065
Si	7.7343	6.6981	36.3065
Si	1.9336	10.0472	36.3065
Si	5.8008	10.0472	36.3065
Si	9.6679	10.0472	36.3065
Si	0	0	38.6747
Si	3.8672	0	38.6747
Si	7.7343	0	38.6747
Si	1.9336	3.3491	38.6747
Si	5.8008	3.3491	38.6747
Si	9.6679	3.3491	38.6747
Si	0	6.6981	38.6747
Si	3.8672	6.6981	38.6747
Si	7.7343	6.6981	38.6747
Si	1.9336	10.0472	38.6747
Si	5.8008	10.0472	38.6747
Si	9.6679	10.0472	38.6747
Si	0	2.2327	39.4641
Si	3.8672	2.2327	39.4641
Si	7.7343	2.2327	39.4641
Si	1.9336	5.5818	39.4641
Si	5.8008	5.5818	39.4641
Si	9.6679	5.5818	39.4641
Si	0	8.9308	39.4641
Si	3.8672	8.9308	39.4641
Si	7.7343	8.9308	39.4641
Si	1.9336	12.2799	39.4641
Si	5.8008	12.2799	39.4641
Si	9.6679	12.2799	39.4641
Si	0.4022	0.0813	29.3485
Si	3.9027	0.0512	29.1597
Si	8.2518	0.081	28.7778
Si	1.8771	3.3312	29.3481
Si	5.6509	3.2789	28.9917
Si	7.5806	2.1849	29.6819
Si	1.9336	5.5755	29.9705
Si	3.835	6.6097	29.1399
Si	7.5077	6.6611	29.3327
Si	2.0607	10.1421	29.249
Si	5.4879	9.8827	29.2827
Si	9.9028	10.4467	28.8776
Si	0.2339	2.1249	30.3784
Si	3.8339	2.2328	29.9809
Si	9.3105	3.5364	28.9901
Si	0.3641	6.9362	28.904
Si	5.6684	5.4358	29.9495
Si	9.3726	5.5604	30.0908
Si	0.0713	9.1136	29.7536
Si	3.7077	8.7402	30.0958
Si	7.3953	8.8455	30.0918
Si	2.1648	12.2561	30.1456
Si	5.6318	12.1122	29.9394
Si	9.9842	12.4853	29.979
Si	-0.0107	2.2311	32.6329
Si	3.8602	2.2294	32.3559
Si	7.7173	2.1995	32.1551
Si	1.9208	5.5875	32.3504
Si	5.7615	5.5431	32.3292
Si	9.6393	5.5771	32.4086
Si	-0.032	8.9577	32.1966
Si	3.8158	8.89	32.4321
Si	7.6738	8.9305	32.41
Si	1.9481	12.28	32.4694
Si	5.7622	12.2661	32.3195
Si	9.6986	12.3055	32.328
Si	1.9649	1.1115	33.2348
Si	5.8095	1.1131	33.0939
Si	9.6034	1.1114	33.1583
Si	-0.0073	4.5044	33.2004
Si	3.84	4.4576	33.1576
Si	7.6975	4.4096	33.0949
Si	1.8563	7.819	33.1387
Si	5.7603	7.7712	33.1696
Si	9.657	7.8393	33.1105
Si	-0.0096	11.1424	33.1367
Si	3.8709	11.1376	33.1899
Si	7.729	11.1888	33.1068
Si	1.946	1.1147	35.5678
Si	5.8074	1.1182	35.4867
Si	9.6467	1.1173	35.5231
Si	0.0015	4.4795	35.5467
Si	3.8651	4.463	35.5229
Si	7.7272	4.4499	35.488
Si	1.9164	7.8133	35.5127
Si	5.7956	7.8034	35.529
Si	9.6748	7.8225	35.4949
Si	-0.0014	11.1551	35.5116
Si	3.8706	11.1565	35.5419
Si	7.7383	11.1725	35.4929
Si	-0.0011	-0.0038	5.1229
Si	3.8732	0.0069	5.1203
Si	7.732	0.0022	5.1481
Si	1.9379	3.3416	5.1364
Si	5.7932	3.3528	5.1555
Si	9.676	3.3535	5.1301
Si	0.0001	6.697	5.1032
Si	3.8745	6.6934	5.1446
Si	7.7328	6.6982	5.1456
Si	1.939	10.0549	5.1191
Si	5.8091	10.0449	5.1217
Si	9.6566	10.055	5.1221
Si	0.0034	-0.0124	7.4846
Si	3.8971	0.0149	7.4803
Si	7.7379	0.0198	7.5275
Si	1.9618	3.3187	7.5094
Si	5.7958	3.3676	7.5429
Si	9.7158	3.3712	7.4971
Si	0.0201	6.6994	7.4508
Si	3.8959	6.6934	7.5215
Si	7.7458	6.6969	7.5246
Si	1.9636	10.0769	7.4765
Si	5.8438	10.0386	7.4822
Si	9.6478	10.077	7.4831
Si	0.0239	2.1973	8.284
Si	3.8818	2.2106	8.3705
Si	7.7676	2.2863	8.2575
Si	1.9414	5.5625	8.2454
Si	5.8259	5.5864	8.3789
Si	9.7046	5.6117	8.2893
Si	-0.0031	8.9553	8.1461
Si	3.9006	8.9489	8.243
Si	7.7575	8.9203	8.3391
Si	1.9719	12.3227	8.2598
Si	5.8009	12.26	8.2882
Si	9.6662	12.3034	8.3229
Si	0.0274	2.0619	10.6564
Si	3.789	2.1475	10.7758
Si	7.9473	2.4938	10.5921
Si	1.6787	5.6818	10.5796
Si	5.9195	5.5783	10.7865
Si	9.8217	5.4873	10.6607
Si	-0.0155	9.1888	10.4437
Si	3.843	8.8788	10.5881
Si	7.7053	8.9001	10.7328
Si	2.0403	12.3756	10.6205
Si	5.7449	12.1071	10.6488
Si	9.6165	12.3376	10.7087
Si	1.909	1.1009	11.6291
Si	5.4826	0.7819	11.634
Si	9.6158	1.1764	11.4643
Si	0.0129	4.2418	11.3763
Si	4.2396	4.2409	11.7559
Si	7.9037	4.6414	11.5416
Si	1.792	7.9267	11.1921
Si	5.7421	7.8163	11.5444
Si	9.805	8.3743	11.692
Si	0.0834	11.3364	11.2222
Si	3.7998	11.0481	11.4971
Si	7.7183	11.1325	11.4597
O	3.6607	11.0282	13.1598
O	9.971	8.8562	13.2704
O	5.707	7.9647	13.2144
O	7.9829	4.6456	13.2117
O	-0.0062	4.1364	13.0347
O	5.5313	0.4194	13.2391
O	9.2923	1.3636	13.1032
O	0.3519	11.0322	12.8323
O	4.3924	4.0728	13.3874
O	1.9306	1.1226	13.3061
O	7.6968	11.1281	13.1116
O	1.9571	7.9488	12.8326
O	9.7154	10.893	27.2877
O	2.217	10.4077	27.619
O	5.4168	9.7139	27.6323
O	12.3366	6.8836	27.3055
O	7.7984	6.6564	27.701
O	8.5366	13.2789	27.1332
O	8.6134	9.5112	29.2033
O	0.4844	0.5154	27.7294
O	9.5376	3.8627	27.3904
O	3.8652	6.7332	27.4743
O	1.445	3.0984	27.75
O	3.748	-0.0092	27.5026
Si	6.9396	9.1027	19.315
Si	5.8124	4.5486	22.2974
Si	3.64	0.7802	26.0716
Si	4.8616	7.8588	17.4092
Si	7.7508	4.4882	24.8228
Si	3.799	5.9579	26.0358
Si	0.7424	6.2373	25.8003
Si	0.2731	9.1641	16.0084
Si	6.2717	3.3158	19.6243
Si	9.907	0.7139	14.4666
Si	7.8807	5.5463	14.5745
Si	3.7385	-0.9954	19.1116
Si	8.6718	11.7996	26.3956
Si	-0.3079	0.4225	19.6565
Si	2.1213	7.279	14.2858
Si	-0.0428	11.6599	14.2602
Si	5.3817	3.3113	26.6155
Si	9.949	4.4363	16.6404
Si	4.4922	4.7493	17.5513
Si	9.4643	8.2277	20.2414
Si	3.6863	3.4868	14.7394
Si	5.3002	7.2281	14.624
Si	10.84	8.5975	25.2551
Si	5.1126	7.1754	23.4638
Si	1.2415	0.8072	14.7731
Si	8.1403	7.2878	26.2526
Si	0.9062	1.8331	26.8434
Si	4.1851	11.1836	14.7018
Si	2.6315	12.1774	24.1309
Si	3.9386	2.6299	21.2706
Si	5.0676	0.6408	14.7825
Si	7.4901	8.7699	22.2805
Si	1.8416	14.5208	17.7888
Si	7.314	10.7199	14.6371
Si	9.5504	11.4085	20.6532
Si	7.6477	13.3523	16.3039
Si	1.6649	10.1869	26.1136
Si	2.7186	9.9492	17.2435
Si	3.8379	9.5941	24.2254
Si	10.3525	3.7036	25.9771
Si	9.3227	10.7519	23.6091
Si	6.9825	12.0536	19.0271
Si	9.3516	2.9292	19.1678
Si	-0.8212	5.5149	19.2772
Si	9.3506	8.3809	14.7236
Si	2.1886	0.0926	21.5014
Si	2.0222	3.985	19.2731
Si	6.2443	9.8246	26.24
Si	0.6985	4.4519	14.4615
O	0.8255	0.667	20.8146
O	9.8223	11.5353	22.2676
O	2.0502	3.5485	14.6569
O	11.2022	4.1912	15.6303
O	7.0608	10.5102	18.4868
O	1.4872	8.3702	15.2924
O	2.1577	1.4477	25.8764
O	3.7736	13.1323	24.825
O	1.6242	-1.7821	25.3022
O	0.1899	9.5247	26.2067
O	7.0985	8.4832	25.9554
O	9.2043	3.7248	24.8054
O	4.1737	12.7415	15.1888
O	6.2988	5.9313	14.8009
O	5.7114	3.883	18.2038
O	10.3961	5.6347	17.6809
O	4.0379	8.3665	23.1726
O	4.2089	4.2655	16.0422
O	5.1123	2.2715	20.1589
O	8.0278	11.9952	20.3138
O	9.8979	9.839	20.2129
O	8.2646	8.1502	19.1175
O	1.1785	5.9891	14.4852
O	7.5741	13.1266	17.9263
O	6.3265	0.7641	15.8021
O	1.074	9.7266	17.3451
O	1.7705	-0.504	22.9571
O	5.3868	12.418	19.3074
O	6.7898	3.7217	25.9033
O	2.681	9.1825	25.3104
O	10.592	12.3718	19.8701
O	1.1617	12.5763	14.8459
O	4.2284	4.4053	26.2545
O	9.2109	11.8282	24.845
O	8.7446	6.9093	14.4329
O	3.1985	0.3517	18.316
O	7.043	4.4293	23.3545
O	-0.2696	1.441	14.7846
O	10.4886	8.2584	15.9294
O	3.259	11.0544	18.3178
O	5.5055	8.1922	15.935
O	3.2083	10.4167	15.7456
O	4.8551	1.8728	26.0248
O	1.9375	1.2594	16.1721
O	8.934	0.8252	15.7716
O	10.1998	12.5418	14.1028
O	7.7511	2.6546	19.4175
O	10.3412	9.5303	24.0168
O	3.3793	10.9171	23.4076
O	4.863	6.6647	25.0073
O	8.0004	6.0582	25.194
O	6.3982	4.4909	20.7684
O	0.4717	13.7234	18.2134
O	8.5554	4.7333	15.8248
O	5.7003	10.5911	14.7579
O	10.2032	1.6432	19.7124
O	5.2073	9.974	25.0082
O	-0.3198	10.4959	15.3117
O	3.6872	6.8833	14.5767
O	3.1047	4.7863	18.3827
O	9.6237	7.9677	26.1492
O	0.7228	4.9644	19.487
O	6.7032	9.3136	20.9364
O	8.1183	9.3797	15.1012
O	11.4088	4.9177	25.7442
O	2.2934	5.9263	25.411
O	4.9486	5.9247	22.4509
O	7.8909	10.0428	23.2299
O	4.1728	1.9612	14.9036
O	11.7405	7.3323	24.7363
O	2.97	-1.003	20.5625
O	6.6052	7.7698	23.1948
O	10.552	7.0235	19.9349
O	8.8258	7.965	21.7399
O	1.6786	16.0044	18.4605
O	3.369	8.4835	17.549
O	9.6643	3.1128	17.5663
O	-1.8003	4.3397	19.9138
O	5.6543	8.3858	18.7032
O	7.7801	11.8843	15.6511
O	3.2462	1.2859	21.8101
O	7.1878	11.1402	26.329
O	2.7531	3.6095	20.6885
O	11.2206	2.3158	25.9584
O	4.7246	3.3426	22.5162
O	4.9694	6.2695	17.5224
O	-1.408	6.7816	11.6377
O	2.9511	5.2299	11.5486
O	18.6644	12.4183	29.1659
O	18.2732	-11.5255	11.4237
O	10.5298	15.9574	29.4572
O	10.5022	-7.121	29.1271

Results
free energy: -219172.922 eV
free energy less fixed offsets of O -568.88, Si -635.61 eV per atom: -0.832 eV

Forces (eV/angstrom), in the order of the atoms: element, x, y, z
Si	-0.0015	0.0061	0.0055
Si	-0.0005	0.0017	0.0051
Si	-0.0041	-0.0026	-0.0047
Si	-0.0086	-0.0009	-0.0074
Si	-0.0033	0.0148	0.0143
Si	-0.0008	0.0019	0.0226
Si	-0.0077	0.0225	0.0075
Si	0.0024	0.0035	0.0048
Si	0.0036	-0.012	0.0028
Si	-0.0022	0.0109	0.0132
Si	0.0059	-0.0289	-0.0154
Si	-0.0069	-0.0074	-0.0007
Si	0.0008	-0.0175	-0.001
Si	0.0237	0.0215	-0.0005
Si	-0.0143	-0.0039	-0.0037
Si	0.0326	-0.0251	0.0016
Si	-0.0067	-0.0142	-0.0022
Si	-0.006	-0.0179	-0.008
Si	0.0352	-0.0113	-0.0111
Si	0.008	-0.0194	0.0019
Si	-0.0265	0.0056	0.0024
Si	-0.0108	-0.0216	-0.0011
Si	0.0367	0.0076	-0.001
Si	-0.0148	0.036	0.0088
Si	-0.0005	-0.0085	-0.0393
Si	0.0682	0.0841	0.0312
Si	-0.0389	0.0052	0.0575
Si	0.0898	-0.0642	-0.0783
Si	0.0001	-0.0085	0.0311
Si	-0.0511	0.0067	0.1493
Si	0.1121	0.008	0.0351
Si	0.025	-0.0476	-0.0038
Si	-0.0879	0.0273	0.0144
Si	-0.0357	-0.0023	-0.0434
Si	0.0844	0.0371	-0.0359
Si	-0.0339	0.0943	-0.1207
Si	-0.1116	-0.0557	-0.1187
Si	0.2439	-0.0236	0.0975
Si	-0.1392	-0.0259	0.0873
Si	0.0248	0.0795	0.1585
Si	-0.0063	-0.0814	-0.0516
Si	-0.0799	0.0255	-0.0421
Si	-0.0828	0.1229	0.2002
Si	-0.1468	-0.0181	-0.0215
Si	0.1027	-0.0952	-0.237
Si	-0.058	-0.0603	0.0308
Si	0.1355	-0.0164	-0.0378
Si	-0.0424	0.0071	-0.0505
Si	-0.0432	-0.0098	0.0102
Si	0.0822	-0.0063	-0.0017
Si	-0.0464	-0.0105	-0.0102
Si	0.0039	0.0313	0.0053
Si	0.0002	-0.0145	-0.0041
Si	-0.0279	0.0141	0.0063
Si	-0.0261	0.0556	-0.0051
Si	-0.0547	0.0062	0.002
Si	0.0333	-0.029	0.0124
Si	-0.0208	-0.0072	-0.0037
Si	0.049	-0.0008	0.0029
Si	-0.0158	0.0147	0.0023
Si	0.0054	0.0006	-0.0162
Si	-0.0027	-0.0035	0.0021
Si	0.0048	-0.0026	-0.0032
Si	0.0005	-0.0011	0.0145
Si	-0.0004	-0.0143	-0.0349
Si	0.0137	-0.0007	0.0031
Si	0.0049	-0.0261	0.0125
Si	-0.0003	-0.0024	-0.0169
Si	-0.0053	0.0236	-0.0088
Si	0.0092	-0.0129	-0.0305
Si	-0.0014	0.0274	0.0346
Si	-0.0046	0.0032	-0.0006
Si	-0.0186	-0.0145	-0.0145
Si	0.0099	-0.0159	-0.0106
Si	-0.0216	-0.0138	-0.0057
Si	0.0011	0.0152	-0.0007
Si	-0.0032	0	-0.001
Si	0.0082	-0.0117	-0.0005
Si	-0.0008	0.0001	0.0008
Si	-0.0038	0.0022	-0.0158
Si	-0.0012	0.0082	-0.0124
Si	-0.0028	-0.0067	-0.0169
Si	-0.0005	0.0028	-0.0111
Si	0.0103	0.0071	-0.0126
Si	0.0249	-0.0009	-0.0185
Si	-0.0065	0.0027	0.0064
Si	-0.0184	0.012	-0.0141
Si	0.0001	-0.0093	-0.0039
Si	0.0001	-0.0061	0.0097
Si	0.0308	-0.0132	-0.0079
Si	-0.0179	0.0073	0.0009
Si	0.0053	-0.0008	0.0072
Si	0.0114	0.0086	-0.0078
Si	-0.0044	0.0082	0.0073
Si	0.0455	0.0236	-0.0183
Si	-0.0026	0.0001	-0.002
Si	0.0031	-0.0042	0.0095
Si	0.0009	-0.0026	0.0004
Si	-0.004	0.0018	-0.0094
Si	0.0014	0.0021	-0.0046
Si	-0.0049	-0.0012	-0.0046
Si	-0.0106	0.002	-0.0033
Si	0.0015	-0.001	-0.0054
Si	0.0039	0.003	-0.0035
Si	-0.0004	0.0012	0.0028
Si	-0.0013	0.0003	-0.0039
Si	0.0009	-0.0021	-0.0108
Si	0.0007	-0.0031	-0.0093
Si	0.0032	-0.0022	-0.0045
Si	-0.0014	0.0015	0.002
Si	-0.0019	0.0002	0.005
Si	0.0062	0.0025	0.0008
Si	0.0007	-0.0002	-0.0024
Si	0.0015	-0.0023	0.0019
Si	-0.0059	-0.0038	0.0029
Si	-0.0038	0.0004	0.0017
Si	0.0039	-0.0014	0.0039
Si	0.0024	0.0034	-0.0004
Si	0.0012	-0.0028	0.0042
Si	-0.001	0.0044	0.0009
Si	-0.0021	0.0015	0.003
Si	0.0007	0.0001	0.0002
Si	-0.0005	-0.0004	0.0002
Si	-0.0019	-0.0002	0.0038
Si	0.0022	-0.0003	0.0005
Si	-0.0016	0.0016	0.001
Si	0.0021	0.0018	-0.0012
Si	-0.0017	-0.0013	-0.0005
Si	-0.0028	0.0002	0.0023
Si	0.0023	-0.0013	-0.0013
Si	-0.0041	-0.0031	-0.004
Si	-0.0001	-0.0021	0.0007
Si	0.0011	0.0011	0.0006
Si	0.0004	-0.0008	-0.0011
Si	-0.0007	0.0014	-0.0028
Si	-0.0015	-0.0002	0.0001
Si	0.0011	-0.0001	-0.0005
Si	0.0014	0.0011	0.0024
Si	-0.0041	0.0016	0.0012
Si	0	0.0016	-0.0013
Si	0.0019	-0.0003	-0.0023
Si	0.0001	-0.0007	0.0007
Si	-0.0004	0.0021	-0.0036
Si	0.0018	0.0005	0.0004
Si	-0.0012	-0.0074	-0.0035
Si	-0.0009	0.0008	-0.001
Si	-0.0019	0.0007	0.0031
Si	-0.0003	-0.0051	0.0011
Si	0.0028	0.0008	-0.0021
Si	0.0024	-0.0004	-0.0098
Si	-0.0007	0.0069	-0.0097
Si	-0.0029	-0.0011	-0.0015
Si	-0.0017	0.0008	-0.0001
Si	0.0017	0.0045	-0.0016
Si	0.0041	0.0009	0
Si	-0.0066	0.0027	-0.0018
Si	0.0041	0.0034	0.0061
Si	-0.0031	0.001	0.0129
Si	-0.0025	-0.0001	0.0013
Si	-0.0003	0.008	0.0173
Si	0.0003	-0.0011	0.0082
Si	0.0004	-0.0006	0.0072
Si	0.004	-0.0018	0.0101
Si	-0.0046	-0.0033	0.002
Si	0.0036	-0.0011	0.008
Si	-0.0043	-0.0019	0.002
Si	-0.001	0.0049	0.0008
Si	0.0052	-0.0002	0.0068
Si	-0.0071	-0.0131	-0.0099
Si	0.0072	-0.0077	0.0076
Si	-0.0226	-0.024	0.0223
Si	0.0503	-0.0462	0.017
Si	-0.0194	-0.0074	0.0019
Si	-0.0148	-0.0079	-0.0026
Si	-0.0084	0.0033	-0.0128
Si	-0.0115	0.0006	-0.0069
Si	0.0057	0.0121	-0.0047
Si	-0.0045	0.0026	-0.0066
Si	0.0115	-0.0018	0.005
Si	-0.0037	-0.0027	-0.0084
Si	0.0098	0.0102	0.025
Si	0.0271	0.0369	0.0219
Si	-0.0023	0.009	0.0035
Si	0.0057	0.0229	0.0069
Si	-0.0241	0.0301	-0.0217
Si	-0.0038	-0.0063	0.0031
Si	0.0203	0.0006	0.0306
Si	0.0085	-0.0069	0.0222
Si	-0.0055	-0.0122	0.0083
Si	0.0037	-0.002	-0.0016
Si	0.005	0.0058	0.0162
Si	-0.0064	-0.0009	-0.0103
O	-0.001	-0.0036	-0.0082
O	-0.0017	-0.0025	-0.018
O	-0.0016	0.0002	-0.0178
O	0.0067	-0.0017	-0.0129
O	0.0053	-0.0019	0.011
O	0.0034	0.014	-0.0012
O	0.0003	0.0017	-0.0105
O	-0.0005	0.0015	0.0001
O	-0.006	-0.0018	0.0056
O	-0.0023	-0.001	-0.0235
O	0	0.0021	0.0022
O	-0.0046	-0.0068	-0.0017
O	0.002	-0.005	0.0172
O	0.0031	0.0031	0.0153
O	-0.0026	-0.0047	0.0095
O	-0.0004	0.0098	0.0206
O	-0.0005	-0.0031	0.0139
O	-0.0035	-0.0001	0.0202
O	-0.01	-0.009	0.0082
O	0.0038	0.0007	0.0199
O	-0.0022	-0.0027	0.0193
O	0.0024	0.0017	0.0223
O	0.0037	0.0066	0.0147
O	0.0011	0.0019	0.0185
Si	0.0004	-0.0018	-0.0049
Si	-0.0025	-0.0036	-0.0033
Si	-0.0063	-0.004	-0.002
Si	0.0058	-0.0018	0.0079
Si	-0.0002	0.0028	-0.0017
Si	0.0014	-0.0008	-0.0076
Si	0.0084	0.0035	-0.0089
Si	-0.0026	0.0085	-0.0036
Si	-0.0005	-0.0037	0.0038
Si	-0.0027	-0.0039	0.0018
Si	-0.0046	0.0055	0.009
Si	0.0028	0.0006	0.0006
Si	0.0027	0.0011	-0.0011
Si	-0.0043	-0.0004	0.0026
Si	-0.0328	-0.0287	0.0001
Si	-0.0031	-0.0054	0.0122
Si	0.0001	0.0036	-0.0088
Si	-0.0045	0.0041	0.0045
Si	0.0092	0.0088	-0.0075
Si	0.0029	0.0009	-0.0012
Si	0.0223	-0.0145	0.0035
Si	0.0034	-0.0013	0.0019
Si	0.0024	0.0055	0.0037
Si	0.0016	-0.0026	0.0036
Si	-0.0007	-0.006	-0.001
Si	0.0019	0.0037	-0.0093
Si	0.0008	-0.0022	-0.0095
Si	0.001	0.0001	-0.0009
Si	-0.0023	0.0028	0.0021
Si	-0.0003	0.0008	-0.0017
Si	0.0042	0.0311	-0.0091
Si	0.0036	-0.0004	-0.0045
Si	0.0032	-0.0013	-0.0011
Si	-0.0066	0.0073	0.0085
Si	-0.0013	0.001	-0.0035
Si	0.0022	0.0038	0.0027
Si	-0.0082	-0.0012	-0.0039
Si	0.0051	0.0067	0.0046
Si	0.0028	-0.0006	0.0039
Si	0.0022	-0.0032	-0.0001
Si	0.0015	0.0064	0.0001
Si	-0.0009	-0.0009	0.0045
Si	0.0021	0.0007	0.0066
Si	0.0017	0.0004	0.0041
Si	0.0007	-0.003	0.0023
Si	0.0021	0.0049	-0.0052
Si	-0.0076	0.0003	0.003
Si	0.0053	-0.0025	-0.0081
Si	-0.0025	0.0357	-0.0006
O	0.0031	-0.0006	-0.0009
O	0.0002	-0.0015	0.0039
O	-0.0047	0.0023	0.0009
O	0.0164	0.0048	-0.0135
O	-0.0009	-0.0029	-0.001
O	0.0005	-0.0151	-0.0026
O	-0.0004	0.0001	-0.0038
O	0.0002	-0.0043	-0.0045
O	0.0017	0.001	-0.0025
O	0.0044	-0.0021	-0.0013
O	-0.0023	0.0029	-0.0013
O	-0.0006	0.0006	-0.0038
O	0.0086	0.0014	-0.001
O	0.0037	-0.0002	0.0017
O	-0.0063	0.0098	-0.0096
O	-0.0005	-0.0005	-0.0022
O	-0.0004	0.0018	-0.0033
O	-0.003	-0.0144	0.007
O	-0.0002	0.0019	0.0001
O	0.0002	0	-0.0015
O	-0.0008	0.0001	0.0011
O	-0.0048	0.0026	0.0013
O	0.0154	0.0109	-0.025
O	0.0014	0.0016	-0.0042
O	-0.0283	-0.0021	-0.0209
O	-0.0017	-0.0035	-0.0023
O	0.0018	-0.0031	0.0031
O	-0.0009	-0.0006	-0.0014
O	-0.0005	-0.001	0.0018
O	0.0004	-0.0029	-0.0018
O	0.0002	0.0016	0.0006
O	-0.0024	0.0017	0.0022
O	0.0021	-0.0033	-0.0001
O	-0.0004	-0.0011	-0.0035
O	-0.0009	0.0032	0.0009
O	0	-0.0022	0.001
O	0.0046	-0.0014	0.0056
O	0.0041	0.0026	0.0044
O	-0.0024	-0.0009	-0.0012
O	-0.0013	-0.0004	-0.0021
O	0.0001	0.0015	-0.003
O	-0.0022	-0.0028	0.0015
O	0.0094	0.0086	0.0002
O	0.0034	0.0025	-0.0047
O	-0.0035	-0.003	0.001
O	0.0034	-0.0041	0.0012
O	0.0006	-0.001	-0.001
O	0.0017	-0.0025	-0.003
O	0.0019	0.0001	-0.0038
O	-0.0004	0.0004	0.0006
O	0.0013	-0.002	-0.0015
O	0.0006	0.0018	0.0018
O	-0.0007	-0.0008	0.0001
O	-0.0013	0.003	-0.0039
O	0.0102	-0.0017	-0.0043
O	0.0015	-0.0009	-0.0025
O	-0.001	-0.0002	-0.0043
O	0.0063	0.003	-0.009
O	-0.0037	0.0024	-0.0027
O	0.0068	0.0077	-0.004
O	-0.0012	-0.0034	0.0004
O	-0.0008	0.0003	-0.001
O	0	-0.0015	0.0018
O	0.0009	-0.0041	0.0029
O	-0.005	-0.012	-0.002
O	0.0014	-0.0022	-0.0031
O	-0.0012	0.0023	-0.0018
O	-0.0015	0	0.0003
O	0.0152	-0.0108	-0.0194
O	-0.0026	0.0068	-0.0094
O	-0.0006	0.0018	-0.0003
O	-0.0001	-0.0007	0.0003
O	-0.0007	-0.0005	-0.0009
O	-0.0027	0.0016	0.0012
O	-0.0025	-0.0002	-0.0006
O	0.0023	-0.0012	-0.0014
O	0.0004	-0.0015	-0.0017
O	-0.0003	-0.0013	-0.003
O	-0.0012	-0.0047	-0.0074
O	-0.0075	-0.0071	-0.0043
O	-0.0017	-0.0038	-0.0001
O	-0.0002	0.0011	0
O	0.0033	-0.0018	0.005
O	-0.0029	0.0018	-0.004
O	0.0023	0.0008	0.0002
O	-0.0085	-0.0141	-0.0055
O	0.0146	0.002	0.0095
O	-0.0042	0.0104	-0.0093
O	-0.0193	0.0109	0.0211
O	-0.0327	-0.0142	-0.0095
O	-0.0062	0.0034	0.0102
O	0.004	-0.0041	0.0057

The program warned: the cutoff lies below the one the program advises for these potential files; the forces do not sum to zero within the program's tolerance; the exchange-correlation potential is rough where the density is thin.
